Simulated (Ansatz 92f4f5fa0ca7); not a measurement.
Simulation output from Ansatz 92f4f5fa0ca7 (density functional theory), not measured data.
Periodic cell of 221 atoms, Si132O88H1, from a study of silicon, its oxide and their interface. The atomic structure is a simulated model.
Doubt: the cutoff is far below the 930 eV that the study's wrapper takes by default for these files, so forces and energies are approximate.

Settings
functional: PBE
potential files: Ansatz PAW
basis: plane waves
wave-function cutoff: 580 eV
density cutoff ratio: 5
exchange-correlation grid ratio: 1
k mesh: 1 x 1 x 1, Gamma-centred
self-consistency stop: 5e-08 eV per atom in the density residual
occupations: fixed
spin: none
net charge: +1 e, with a uniform compensating background and no finite-size correction

Cell vectors (angstrom)
a, 10.938, 0, 0
b, 0, 10.938, 0
c, 0, 0, 32.0915

Atoms and the computed forces on them: element, x, y, z (angstrom), force x, y, z (eV/angstrom)
Si, -0.1122, 0.2139, 24.7237, -0.0105, 0.1739, -0.3444
Si, 5.8428, -0.3022, 24.3529, 0.0205, -0.0084, -0.351
Si, 2.497, 2.9635, 24.8115, -0.0035, -0.1063, -0.3269
Si, 8.5573, 2.4178, 24.5764, 0.1541, -0.1246, -0.5583
Si, 0.3704, 5.232, 24.6561, 0.0674, -0.1185, -0.4033
Si, 5.1563, 5.9621, 24.3662, 0.1064, -0.0316, -0.1605
Si, 2.7579, 8.0743, 24.5641, 0.0935, -0.1481, -0.1744
Si, 8.1092, 8.4381, 24.6733, 0.1352, 0.0462, -0.1325
Si, 1.3542, 1.4105, 26.1117, -0.0067, 0.0014, -0.1864
Si, 6.8502, 1.3372, 25.8142, -0.0025, 0.0501, -0.0623
Si, 4.1943, 4.2047, 25.8496, -0.022, 0.1191, -0.2764
Si, 9.596, 4.1059, 25.8934, 0.0095, 0.032, -0.2234
Si, 1.4045, 6.8315, 26.0298, -0.0004, -0.0107, -0.1224
Si, 6.8097, 6.8855, 25.8773, -0.1217, -0.0391, -0.2795
Si, 4.1052, 9.6398, 25.7668, 0.0581, -0.0428, -0.1286
Si, 9.6336, 9.5838, 26.0257, -0.0915, 0.0686, -0.1685
Si, 2.7774, -0.0032, 27.2895, 0.0122, -0.0852, 0.0586
Si, 8.1873, 0.0187, 27.303, 0.0787, -0.039, 0.0609
Si, -0.0414, 2.7774, 27.3657, -0.0835, -0.0238, 0.0837
Si, 5.4938, 2.7473, 27.226, -0.0303, -0.1267, -0.0159
Si, 2.7935, 5.4522, 27.3193, 0.0421, 0.0421, 0.1167
Si, 8.1754, 5.4707, 27.2401, 0.0503, 0.0493, 0.068
Si, 0.0131, 8.1816, 27.3431, -0.016, -0.0195, 0.057
Si, 5.4336, 8.2428, 27.2648, -0.0402, 0.0321, -0.077
Si, 4.1018, 1.3673, 28.6732, 0.2681, 0.1981, -0.3012
Si, 9.5708, 1.3673, 28.6732, -0.3383, 0.0947, 0.2596
Si, 1.3673, 4.1018, 28.6732, 0.1779, 0.1433, 0.1797
Si, 6.8362, 4.1018, 28.6732, 0.0874, -0.117, -0.368
Si, 4.1018, 6.8362, 28.6732, 0.1104, 0.2066, 0.0689
Si, 9.5708, 6.8362, 28.6732, -0.2934, -0.2136, -0.1219
Si, 1.3673, 9.5708, 28.6732, 0.3343, -0.0421, -0.0523
Si, 6.8362, 9.5708, 28.6732, -0.1634, 0.0465, -0.1312
Si, 0, 0, 30.0405, 0.0214, 0.0423, -0.0511
Si, 5.469, 0, 30.0405, 0.0721, 0.046, -0.0093
Si, 2.7345, 2.7345, 30.0405, -0.0324, 0.0086, -0.0564
Si, 8.2035, 2.7345, 30.0405, 0.0283, -0.0487, 0.0217
Si, 0, 5.469, 30.0405, 0.0497, 0.0146, -0.0052
Si, 5.469, 5.469, 30.0405, 0.0552, 0.0933, -0.0405
Si, 2.7345, 8.2035, 30.0405, -0.0009, 0.0158, 0.0185
Si, 8.2035, 8.2035, 30.0405, -0.0314, -0.0541, -0.0429
Si, 1.3673, 1.3673, 31.4077, 0.0436, 0.044, -0.0132
Si, 6.8362, 1.3673, 31.4077, -0.0259, 0.0269, -0.0151
Si, 4.1018, 4.1018, 31.4077, -0.0924, -0.0792, -0.0067
Si, 9.5708, 4.1018, 31.4077, 0.0121, -0.0166, -0.0296
Si, 1.3673, 6.8362, 31.4077, -0.0312, 0.012, -0.0276
Si, 6.8362, 6.8362, 31.4077, 0.0076, -0.0102, 0.0067
Si, 4.1018, 9.5708, 31.4077, -0.0019, 0.0032, -0.0332
Si, 9.5708, 9.5708, 31.4077, -0.0043, -0.0065, -0.0126
Si, 2.7345, 0, 0.6835, -0.0109, -0.0404, 0.0227
Si, 8.2035, 0, 0.6835, -0.0095, 0.0575, 0.0151
Si, 0, 2.7345, 0.6835, -0.0278, -0.0224, 0.0032
Si, 5.469, 2.7345, 0.6835, 0.1162, -0.0131, 0.0053
Si, 2.7345, 5.469, 0.6835, -0.0393, 0.0983, 0.0103
Si, 8.2035, 5.469, 0.6835, 0.0541, -0.0305, 0.036
Si, 0, 8.2035, 0.6835, 0.0866, -0.0319, 0.0069
Si, 5.469, 8.2035, 0.6835, -0.0528, 0.0306, 0.0061
Si, 4.1018, 1.3673, 2.0507, -0.1469, 0.0835, 0.0976
Si, 9.5708, 1.3673, 2.0507, 0.091, 0.0696, 0.0071
Si, 1.3673, 4.1018, 2.0507, 0.0751, -0.1166, 0.0324
Si, 6.8362, 4.1018, 2.0507, -0.1755, -0.1275, 0.0285
Si, 4.1018, 6.8362, 2.0507, 0.0093, -0.0605, -0.0019
Si, 9.5708, 6.8362, 2.0507, -0.0045, 0.0647, 0.0381
Si, 1.3673, 9.5708, 2.0507, -0.09, 0.0181, 0.0441
Si, 6.8362, 9.5708, 2.0507, 0.0296, -0.0321, -0.0244
Si, 0, 0, 3.418, -0.1423, -0.2119, 0.0502
Si, 5.469, 0, 3.418, 0.2661, -0.4513, 0.4295
Si, 2.7345, 2.7345, 3.418, -0.0624, 0.1695, 0.0554
Si, 8.2035, 2.7345, 3.418, -0.0483, -0.2478, -0.2335
Si, 0, 5.469, 3.418, -0.0291, 0.1506, 0.4237
Si, 5.469, 5.469, 3.418, -0.2219, 0.0413, -0.208
Si, 2.7345, 8.2035, 3.418, 0.0765, -0.0225, 0.1581
Si, 8.2035, 8.2035, 3.418, -0.0546, 0.2112, 0.1951
Si, 1.3686, 1.3462, 4.7614, 0.1128, 0.1145, -0.2941
Si, 6.9349, 1.2766, 4.7996, 0.237, -0.1129, 0.0802
Si, 4.0867, 4.1447, 4.7981, 0.092, 0.0109, -0.2393
Si, 9.4708, 4.1388, 4.7796, 0.0237, -0.1317, 0.0309
Si, 1.3473, 6.8897, 4.8314, 0.0102, 0.124, 0.0383
Si, 6.8037, 6.837, 4.7707, -0.0639, 0.0402, -0.1042
Si, 4.1611, 9.4666, 4.8491, -0.1544, -0.0396, 0.038
Si, 9.5439, 9.5807, 4.8401, 0.0016, 0.0936, -0.0532
Si, 2.8112, -0.0087, 6.093, -0.1559, -0.0255, 0.2176
Si, 8.1893, -0.0898, 6.392, 0.0595, -0.0235, 0.1704
Si, -0.1716, 2.6522, 6.0196, 0.0385, -0.0523, 0.0852
Si, 5.6197, 2.7499, 5.9904, -0.3653, 0.2802, 0.2884
Si, 2.6813, 5.5049, 6.2224, -0.1411, -0.4074, 0.3949
Si, 8.1056, 5.5173, 6.1667, 0.0007, 0.221, 0.4158
Si, -0.0224, 8.2507, 6.2287, -0.0463, 0.0212, 0.1725
Si, 5.4496, 7.9762, 6.3273, 0.2378, -0.1073, 0.3531
Si, 3.9569, 1.7431, 7.2508, -0.0916, -0.192, -0.4055
Si, 9.8629, 1.1926, 7.6443, 0.0782, -0.2426, -0.0518
Si, 1.4338, 3.7308, 7.2581, -0.1071, 0.1837, -0.063
Si, 6.5662, 4.2435, 7.5519, 1.788, -0.8119, -1.2803
Si, 4.2412, 6.2712, 7.8594, -1.1349, 2.0308, -1.0072
Si, 9.3397, 7.0114, 7.5334, 0.0573, -0.1733, 0.0465
Si, 1.2078, 9.9013, 7.4551, 0.1509, 0.1216, -0.0658
Si, 7.0419, 9.1084, 7.7064, -0.1488, -0.0642, 0.261
O, 1.4233, 4.0486, 24.1089, -0.0167, 0.0414, 0.6323
O, 5.4684, 11.0233, 22.7802, 0.0104, -0.1504, 0.6584
O, 2.7217, 2.7704, 6.9621, 0.0616, -0.0574, 0.195
O, 8.1823, 7.9939, 8.2147, -0.066, 0.1072, -0.4624
O, 5.1293, 4.7953, 8.4448, -0.099, -0.2294, 1.2149
O, 0.1927, 0.1634, 8.0837, -0.1227, -0.0537, -0.3332
O, 3.8802, 6.9624, 24.1022, 0.0886, 0.0171, 0.2258
O, 9.6846, 1.2707, 24.192, -0.1408, 0.1293, 0.4741
O, 2.1649, 9.3587, 8.6743, 0.1888, -0.1736, 0.0769
O, 1.0652, 3.4641, 8.8597, 0.0915, 0.0189, -0.344
O, 9.4872, 1.9342, 9.0857, -0.1466, 0.1205, -0.0873
O, 6.2896, 9.5529, 9.1114, 0.1462, -0.0411, -0.4229
O, 4.2936, 2.0763, 8.858, 0.1743, 0.8246, 0.0216
O, 3.5218, 7.0981, 9.1177, 0.5369, -0.8188, -0.3896
O, 7.4403, 3.4838, 8.731, -0.9043, 0.4566, -0.2367
O, 10.0617, 6.0925, 8.7112, -0.0491, 0.1292, -0.273
O, 3.1183, 2.0061, 23.5838, -0.0989, 0.1139, 0.4331
O, 4.5283, 1.9125, 21.2091, -0.0429, 0.0302, 0.1105
O, 8.1039, 2.8262, 23.0346, 0.0186, -0.0875, 0.54
O, 10.8879, 6.0351, 23.2692, -0.0224, -0.0308, 0.24
O, 7.0372, 9.528, 24.0581, -0.185, 0.0055, 0.3459
O, 1.9828, 8.4739, 23.1514, 0.1132, -0.0546, 0.3497
O, 5.7158, 5.8541, 22.7854, 0.0143, 0.1299, 0.6086
O, 0.5802, 10.6751, 23.3154, -0.0311, -0.0079, 0.2772
Si, 2.8524, 8.428, 9.8277, -0.3866, 0.3734, 0.3772
Si, -1.1379, 3.4403, 19.3326, 0.0951, -0.2097, -0.1351
Si, 3.0643, 10.4958, 19.9044, -0.0584, 0.0635, -0.2622
Si, 1.8591, 2.4423, 19.6565, -0.0096, 0.0098, -0.1262
Si, 6.5997, 2.2808, 14.492, 0.1111, 0.0129, 0.4539
Si, 9.7522, -1.5524, 13.6412, -0.0167, 0.0508, 0.2244
Si, 2.1583, 19.0414, 15.594, -0.0367, -0.0022, 0.2971
Si, 9.3491, 3.6747, 14.1866, -0.0053, 0.0215, 0.3425
Si, 5.6409, 9.6588, 10.6039, 0.1191, 0.0141, 0.3586
Si, -4.079, 10.9465, 16.7295, 0.0955, 0.0001, 0.3463
Si, 1.6202, 3.9359, 10.3113, -0.6914, -0.1415, 0.3446
Si, 2.697, 12.2273, 15.189, -0.0643, -0.0282, 0.2376
Si, 11.3011, 10.5155, 15.7681, -0.0977, -0.0086, 0.3075
Si, 0.035, -2.5516, 11.0573, -0.1379, 0.1557, 0.3942
Si, 4.5287, 3.5532, 9.5847, -0.7239, -1.8458, 1.5794
Si, -3.1703, 12.0525, 19.2804, 0.1404, -0.0279, 0.0105
Si, 1.8412, -5.6469, 14.9986, -0.0284, 0.021, 0.2709
Si, 4.3104, 3.7068, 16.1333, -0.0534, -0.0118, 0.3156
Si, 3.8346, 4.9038, 18.8463, -0.2358, -0.0284, 0.0993
Si, 5.3215, 4.8065, 21.5941, -0.142, -0.2847, -0.3069
Si, 13.1392, 7.6512, 18.6018, 0.0873, -0.0097, 0.1785
Si, 8.5016, 2.9897, 9.8725, 0.3177, -0.1894, 0.468
Si, -2.7564, 4.0047, 21.9251, 0.0133, 0.0633, -0.3422
Si, 10.57, -2.9729, 20.1767, 0.1388, 0.0433, -0.3289
Si, 8.8577, 6.638, 14.5232, 0.0785, -0.0077, 0.2539
Si, 3.3756, 2.6208, 22.1067, -0.0036, 0.1023, -0.4185
Si, 1.2538, 9.6432, 22.2715, -0.0277, 0.1101, -0.2445
Si, 4.6511, 9.7298, 15.2103, -0.0158, 0.0136, 0.3003
Si, -1.5924, -1.0813, 18.0785, -0.037, 0.1003, 0.2017
Si, 5.4577, 11.5205, 21.2361, 0.0722, 0.0374, -0.4641
Si, 9.5017, 6.5672, 22.5923, -0.0398, -0.0512, -0.2317
Si, 10.1955, 5.6597, 10.2842, -0.0079, 0.3338, 0.2498
Si, -4.0346, 8.6367, 13.2048, 0.1514, 0.0544, 0.3715
Si, 1.1415, 3.0028, 13.0928, 0.0012, 0.0442, 0.5778
Si, -0.8659, 4.9353, 16.6233, -0.0004, -0.1253, 0.2909
Si, 6.2098, 1.7939, 11.5119, 0.2387, -0.4282, 0.5768
O, -5.432, 10.0781, 16.55, -0.0619, -0.0418, -0.1295
O, 4.7248, 4.3172, 17.5964, 0.0396, -0.0316, -0.1885
O, 3.1969, 4.2856, 10.1688, 1.1415, 0.1246, -0.6567
O, 5.3817, 3.0788, 10.8969, -0.3376, 0.7706, -0.7885
O, 1.3229, 0.8687, 15.9679, 0.0542, 0.0147, -0.0718
O, 2.6897, 14.6721, 19.0612, 0.0773, 0.0744, 0.0322
O, -0.453, 2.7931, 13.4075, 0.0901, -0.0149, -0.2037
O, -0.541, 9.1586, 9.7443, -0.1567, -0.0468, -0.1687
O, 2.3757, 10.4068, 21.3788, -0.0802, -0.0442, 0.2592
O, 0.785, 5.268, 10.6816, 0.2125, -0.0637, -0.1476
O, 9.8619, -3.0225, 14.3681, -0.0219, -0.0537, -0.113
O, 3.4539, 2.3128, 16.2068, -0.0049, -0.0372, -0.0935
O, 1.3006, -1.5681, 15.0982, 0.0054, 0.0016, -0.1363
O, -2.5319, 5.3872, 22.7457, -0.0153, 0.0823, 0.186
O, -1.2919, 8.4945, 18.9277, 0.0245, -0.0492, 0.0168
O, 1.6364, 7.7898, 17.095, -0.0347, -0.0094, -0.2103
O, 8.1087, -1.0517, 16.9828, -0.0748, 0.0095, -0.14
O, 11.046, 9.1205, 21.2294, 0.0325, 0.0406, 0.194
O, 1.9719, 2.5762, 21.2827, 0.1244, 0.0331, 0.2271
O, 1.6465, 8.0592, 10.8859, 0.3351, -0.0417, -0.2323
O, 4.7877, 5.2391, 20.1217, 0.1021, -0.0009, 0.188
O, -1.2355, 6.8826, 21.0075, -0.0822, -0.081, 0.2897
O, -1.8603, 6.1729, 16.1162, -0.0444, 0.0648, -0.1754
O, -2.7359, 9.6338, 13.1955, -0.0914, -0.0352, -0.0831
O, -0.2355, -0.7326, 17.249, 0.0368, 0.0474, -0.1593
O, 6.3762, 8.6024, 11.646, -0.0975, 0.0759, -0.3047
O, 4.0497, 9.2584, 10.5647, -0.1056, -0.0837, -0.1818
O, 1.9004, 6.8586, 14.5965, 0.0161, -0.0058, -0.1278
O, 13.1213, 12.9068, 13.7975, -0.0661, 0.0777, -0.2735
O, 5.6769, 9.3126, 14.0281, 0.0395, -0.0454, -0.196
O, 0.9769, 7.2434, 19.5928, -0.1366, 0.046, 0.0413
O, 5.7912, 11.2346, 11.0178, -0.0735, 0.094, -0.11
O, -1.3374, 3.5938, 15.8073, 0.0117, -0.0128, -0.1742
O, 10.0215, 7.0303, 11.1895, -0.0415, -0.1833, -0.2074
O, 3.3299, 4.8248, 15.4656, -0.0008, 0.049, -0.1275
O, 1.3881, 2.8365, 11.4888, 0.1267, 0.0805, -0.4262
O, 7.3992, 7.2058, 13.9233, -0.0344, 0.0072, -0.0999
O, 8.9387, 7.8822, 23.3611, -0.0247, -0.022, 0.1877
O, 0.2735, 2.596, 19.2716, -0.0567, 0.0587, 0.0333
O, -3.9771, 11.8827, 20.6917, -0.0784, -0.001, 0.107
O, 3.7146, 11.0098, 14.8056, 0.0242, -0.0158, -0.1177
O, 5.6595, 3.3699, 15.2775, 0.0538, 0.004, -0.128
O, -1.5008, 3.9177, 20.8577, -0.1704, 0.019, 0.2601
O, -4.2341, 4.0037, 21.2248, 0.0739, 0.0555, 0.0993
O, 4.6902, -0.4155, 20.173, 0.0674, 0.0003, 0.1614
O, 3.2186, 6.3863, 18.5555, 0.021, 0.011, -0.0959
O, 4.0201, 4.1014, 22.3119, 0.0096, 0.0075, 0.067
O, 6.6929, 0.9007, 18.0787, -0.053, -0.0066, -0.1152
O, 2.7949, 9.1267, 19.038, 0.0203, 0.0463, 0.0137
O, -0.1762, 9.3461, 12.3646, 0.104, -0.1106, -0.248
O, 5.8962, 1.7628, 13.1175, -0.0641, -0.0227, -0.5283
O, -1.021, 4.6624, 18.232, -0.0212, 0.1048, -0.1106
O, -1.9699, 10.9439, 19.2377, -0.0053, -0.0181, -0.1004
O, 11.6574, 5.1205, 16.1954, 0.0245, 0.0147, -0.085
O, 7.0183, 1.019, 15.4514, -0.0084, 0.089, -0.2057
O, -7.1971, 8.4461, 15.5828, 0.0487, 0.0043, -0.0851
O, -3.0294, 3.0286, 13.9228, -0.0115, 0.002, -0.1594
O, 13.3955, 11.8902, 19.2048, 0.0707, -0.1085, 0.0745
O, 8.4981, 2.5296, 18.9645, -0.0064, 0.0234, 0.0056
O, 1.4704, 4.5085, 13.6265, -0.0122, -0.1182, -0.2252
O, 9.2343, 4.3337, 10.5124, -0.126, -0.1719, -0.143
O, 7.7582, 2.1367, 11.0627, 0.0988, 0.2058, -0.3233
O, 10.1102, -0.308, 14.6512, -0.0052, -0.0378, -0.1526
O, 9.2966, 5.2633, 13.7106, -0.0157, 0.0437, -0.1308
H, -0.2696, 10.078, 9.5559, -0.045, -0.0521, 0.1041

Results
free energy: -133979.546 eV
free energy less fixed offsets of H -15.97, O -568.88, Si -635.61 eV per atom: -1.616 eV

The program warned: the cutoff lies below the one the program advises for these potential files; the exchange-correlation potential is rough where the density is thin.
